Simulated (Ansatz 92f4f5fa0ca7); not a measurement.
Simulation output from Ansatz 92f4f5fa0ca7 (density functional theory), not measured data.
Periodic cell of 223 atoms, Si132O89H2, from a study of silicon, its oxide and their interface. The atomic structure is a simulated model.
Doubt: the cutoff is far below the 930 eV that the study's wrapper takes by default for these files, so forces and energies are approximate.
This geometry differs little from another in the collection (a relaxation step or a small displacement).

Settings: functional PBE; potential files Ansatz PAW; basis plane waves; wave-function cutoff 580 eV; density cutoff ratio 5; exchange-correlation grid ratio 1; k mesh 1 x 1 x 1, Gamma-centred; self-consistency stop 5e-08 eV per atom in the density residual; occupations fixed; spin none; net charge 0.

Cell vectors (angstrom)
a, 10.938, 0, 0
b, 0, 10.938, 0
c, 0, 0, 32.6746

Atoms and the computed forces on them: element, x, y, z (angstrom), force x, y, z (eV/angstrom)
Si, -0.019, 0.2195, 24.991, -0.1671, 0.1024, 0.2954
Si, 5.7271, -0.196, 25.0923, 0.0672, -0.1471, 0.0236
Si, 2.382, 2.9742, 25.1908, -0.047, 0.1698, -0.1601
Si, 8.569, 2.3834, 24.9569, -0.1264, 0.0741, -0.141
Si, 0.3355, 5.3104, 25.2271, 0.1438, 0.0061, -0.1399
Si, 5.1311, 5.83, 25.1995, -0.0711, 0.0406, -0.4908
Si, 3.0397, 7.9833, 25.5801, -0.0112, 0.0773, -0.2437
Si, 7.872, 8.4574, 25.1579, -0.1028, 0.1952, -0.1398
Si, 1.3152, 1.398, 26.5677, 0.071, -0.0659, -0.1805
Si, 6.932, 1.3574, 26.41, 0.1011, 0.0267, -0.1686
Si, 4.0894, 4.101, 26.4627, -0.0356, -0.0652, -0.2978
Si, 9.574, 4.0887, 26.3847, 0.0566, -0.047, -0.2532
Si, 1.4409, 6.7468, 26.724, -0.065, 0.0305, -0.1853
Si, 6.7732, 6.8872, 26.5374, 0.0762, -0.0286, -0.1033
Si, 4.2557, 9.638, 26.6454, -0.0052, -0.0382, -0.1812
Si, 9.6291, 9.5701, 26.365, 0.0016, 0.0428, -0.2093
Si, 2.7479, 0.0232, 27.8825, -0.0995, 0.0086, 0.0792
Si, 8.2516, -0.0137, 27.8458, 0.0596, -0.1171, -0.1149
Si, -0.052, 2.7649, 27.8942, -0.0335, -0.0039, 0.022
Si, 5.5066, 2.7218, 27.8024, -0.0087, -0.0607, 0.0663
Si, 2.8055, 5.3844, 27.9736, 0.0077, -0.0321, 0.0891
Si, 8.1976, 5.457, 27.8105, 0.0179, 0.0294, 0.0947
Si, -0.011, 8.1975, 27.8626, -0.0363, 0.0909, 0.0614
Si, 5.4989, 8.1993, 27.9748, 0.0163, 0.1206, 0.1444
Si, 4.1018, 1.3673, 29.2563, 0.2107, 0.2348, -0.2719
Si, 9.5708, 1.3673, 29.2563, -0.141, 0.0088, 0.0453
Si, 1.3673, 4.1018, 29.2563, -0.1372, -0.3285, 0.3607
Si, 6.8362, 4.1018, 29.2563, 0.0299, -0.0341, -0.4951
Si, 4.1018, 6.8362, 29.2563, 0.0844, -0.0867, 0.5323
Si, 9.5708, 6.8362, 29.2563, -0.1828, -0.0751, -0.3635
Si, 1.3673, 9.5708, 29.2563, -0.0511, 0.0287, -0.2696
Si, 6.8362, 9.5708, 29.2563, 0.5704, 0.1429, 0.2564
Si, 0, 0, 30.6236, 0.0323, 0.0493, -0.0182
Si, 5.469, 0, 30.6236, 0.0578, 0.0638, -0.0395
Si, 2.7345, 2.7345, 30.6236, -0.0719, -0.0072, 0.0126
Si, 8.2035, 2.7345, 30.6236, -0.0225, -0.0828, -0.0226
Si, 0, 5.469, 30.6236, 0.0334, 0.0091, -0.0448
Si, 5.469, 5.469, 30.6236, 0.0094, 0.1022, 0.0153
Si, 2.7345, 8.2035, 30.6236, -0.0332, -0.054, -0.0247
Si, 8.2035, 8.2035, 30.6236, -0.0088, 0.0715, 0.0172
Si, 1.3673, 1.3673, 31.9908, 0.0618, -0.035, -0.0022
Si, 6.8362, 1.3673, 31.9908, -0.019, 0.0351, -0.0101
Si, 4.1018, 4.1018, 31.9908, -0.0201, -0.0032, -0.0247
Si, 9.5708, 4.1018, 31.9908, 0.0358, 0.0294, -0.0386
Si, 1.3673, 6.8362, 31.9908, -0.0398, 0.0123, -0.0072
Si, 6.8362, 6.8362, 31.9908, 0.0283, -0.0275, 0.0006
Si, 4.1018, 9.5708, 31.9908, -0.0103, -0.0432, -0.0371
Si, 9.5708, 9.5708, 31.9908, 0.031, -0.0642, -0.0128
Si, 2.7345, 0, 0.6835, 0.0042, -0.0054, 0.0169
Si, 8.2035, 0, 0.6835, -0.0236, 0.0284, 0.0182
Si, 0, 2.7345, 0.6835, -0.054, 0.0226, -0.0068
Si, 5.469, 2.7345, 0.6835, 0.0069, -0.0329, 0.0282
Si, 2.7345, 5.469, 0.6835, 0.0251, 0.0166, 0.0241
Si, 8.2035, 5.469, 0.6835, 0.0167, -0.0187, 0.0107
Si, 0, 8.2035, 0.6835, 0.0172, 0.0339, 0.0416
Si, 5.469, 8.2035, 0.6835, -0.0456, 0.0435, 0.0001
Si, 4.1018, 1.3673, 2.0507, -0.0998, -0.0093, 0.0149
Si, 9.5708, 1.3673, 2.0507, 0.1358, 0.0367, -0.0359
Si, 1.3673, 4.1018, 2.0507, -0.0213, -0.0333, 0.0112
Si, 6.8362, 4.1018, 2.0507, 0.031, 0.0879, 0.0189
Si, 4.1018, 6.8362, 2.0507, 0.0144, -0.0235, -0.0039
Si, 9.5708, 6.8362, 2.0507, -0.0223, -0.0362, 0.0425
Si, 1.3673, 9.5708, 2.0507, 0.0041, -0.0193, 0.0496
Si, 6.8362, 9.5708, 2.0507, -0.022, -0.1204, -0.0339
Si, 0, 0, 3.418, -0.109, 0.349, -0.3114
Si, 5.469, 0, 3.418, -0.0935, -0.2093, 0.4434
Si, 2.7345, 2.7345, 3.418, -0.0351, -0.3239, -0.1929
Si, 8.2035, 2.7345, 3.418, 0.1286, 0.0038, 0.246
Si, 0, 5.469, 3.418, 0.0407, -0.0082, 0.0543
Si, 5.469, 5.469, 3.418, 0.1843, 0.2589, -0.3068
Si, 2.7345, 8.2035, 3.418, 0.0204, -0.0704, 0.1139
Si, 8.2035, 8.2035, 3.418, -0.4909, 0.0419, -0.19
Si, 1.3675, 1.3469, 4.7945, 0.0048, 0.0091, 0.0172
Si, 6.8445, 1.3616, 4.8133, 0.0065, -0.0283, -0.1549
Si, 4.1331, 4.0835, 4.7106, 0.0242, 0.01, -0.1419
Si, 9.5823, 4.1168, 4.8132, -0.0419, -0.0764, -0.0066
Si, 1.351, 6.8499, 4.785, 0.0488, -0.0492, -0.0008
Si, 6.7901, 6.8708, 4.8119, -0.0336, 0.0192, 0.0374
Si, 4.0829, 9.5272, 4.8522, 0.1501, 0.1007, -0.0262
Si, 9.4843, 9.6503, 4.7125, -0.0299, 0.1101, -0.094
Si, 2.6782, -0.0807, 6.2068, -0.1134, 0.0838, 0.1722
Si, 8.1575, -0.0111, 6.2263, 0.0246, -0.0301, 0.249
Si, 0.0171, 2.7346, 6.184, 0.0529, -0.041, 0.1535
Si, 5.4796, 2.7576, 6.1021, -0.008, 0.0342, 0.2193
Si, 2.7815, 5.4062, 6.0472, -0.097, 0.0473, 0.1736
Si, 8.1943, 5.51, 6.1403, -0.0459, 0.0537, 0.1648
Si, -0.1149, 8.2931, 5.9805, 0.0193, -0.0862, 0.1293
Si, 5.394, 8.1656, 6.3273, 0.038, -0.1462, 0.2212
Si, 3.8817, 1.5782, 7.3582, -0.165, 0.0366, 0.2881
Si, 9.8179, 1.1417, 7.5034, 0.194, -0.0328, 0.3043
Si, 1.7227, 3.8305, 7.4382, 0.0282, -0.0152, 0.2189
Si, 6.6671, 4.3194, 7.4684, 0.0337, 0.1309, 0.1912
Si, 4.2869, 6.371, 7.5889, -0.0326, -0.0912, 0.1574
Si, 9.2782, 7.2135, 7.3807, 0.0432, -0.1202, 0.0559
Si, 0.952, 9.7287, 7.4884, -0.0775, -0.0428, 0.2291
Si, 6.9885, 9.3553, 7.6522, 0.1042, -0.1573, 0.041
O, 1.3736, 4.1686, 24.5576, 0.0037, -0.0967, 0.574
O, 6.7863, 9.5792, 24.5098, 0.1335, -0.0495, 0.5081
O, 2.7777, 2.658, 7.9777, 0.071, -0.0244, -0.5531
O, 8.1471, 8.229, 8.0904, -0.0202, 0.0465, -0.3962
O, 5.5298, 5.3683, 8.0653, -0.0732, 0.0653, -0.4351
O, -0.032, 0.005, 8.0651, -0.095, 0.0478, -0.5031
O, 3.9974, 6.9545, 24.6832, 0.0903, -0.0938, 0.654
O, 9.7406, 1.2893, 24.5355, -0.0536, 0.0823, 0.1688
O, 1.1759, 8.7358, 8.8162, -0.0022, 0.0958, -0.0509
O, 1.4021, 4.6355, 8.8472, -0.0697, -0.0478, -0.1143
O, 9.3184, 1.8693, 8.9025, -0.073, -0.0031, -0.1607
O, 6.3628, 9.9636, 9.0795, 0.0499, -0.02, -0.198
O, 4.5985, 0.9579, 8.6897, 0.0884, -0.0841, -0.0053
O, 3.4108, 6.4706, 9.0072, 0.1266, 0.0698, -0.1343
O, 7.4635, 3.7975, 8.8182, 0.0006, -0.0646, -0.0977
O, 10.297, 6.6964, 8.5825, -0.1078, -0.0267, -0.0062
O, 2.8101, 2.0403, 23.8921, -0.0324, 0.0053, 0.1054
O, 5.0155, 0.531, 23.7835, -0.0454, -0.0015, -0.0096
O, 7.9489, 2.7759, 23.4542, 0.0584, -0.1231, 0.328
O, 10.773, 6.335, 24.0264, -0.0448, -0.0135, 0.043
O, 8.4026, 7.588, 23.8698, 0.1203, -0.0518, -0.0467
O, 2.1927, 8.9794, 24.6088, -0.0715, -0.031, -0.2176
O, 5.7469, 5.3226, 23.7507, -0.0312, 0.0697, 0.3459
O, 0.7967, 10.8081, 23.5718, -0.0526, 0.0103, 0.102
Si, 2.9114, 9.4647, 18.1284, -0.0486, -0.0055, 0.0807
Si, 4.0807, 5.2785, 19.8589, -0.1148, -0.0597, 0.1095
Si, -1.3848, 4.0053, 19.6167, 0.091, 0.0419, 0.1123
Si, 4.1054, 1.6478, 22.988, 0.0042, 0.0033, 0.0501
Si, 12.7168, -1.3922, 23.164, -0.0203, -0.1022, 0.1784
Si, 12.0974, -3.8295, 16.7162, -0.0176, -0.0018, 0.0479
Si, 0.0052, 8.14, 21.1326, 0.034, 0.0691, -0.1654
Si, 15.9171, -3.7584, 15.0046, -0.1219, -0.0918, -0.0238
Si, 3.5988, 4.0173, 12.333, 0.041, -0.0266, 0.101
Si, -5.5572, 10.3469, 14.5315, -0.1089, 0.116, -0.0851
Si, 7.5832, -1.8052, 17.6313, -0.0454, 0.0334, 0.1653
Si, 6.0832, 4.6022, 13.8337, 0.0081, -0.0838, -0.1334
Si, 7.9024, 10.9464, 13.0651, 0.1224, 0.0402, -0.0793
Si, 0.2442, -3.3172, 9.607, -0.145, 0.2343, -0.0636
Si, -1.1169, 9.2618, 11.8274, 0.1512, 0.1454, 0.066
Si, -1.4992, 10.2626, 19.4981, -0.0704, 0.0774, 0.2171
Si, 2.3663, -4.9644, 14.2294, -0.0455, -0.041, -0.053
Si, 1.168, -0.2159, 12.9122, 0.0064, 0.0613, -0.1217
Si, 3.8661, 0.7648, 12.2147, -0.2454, 0.0702, 0.0199
Si, 5.3842, 4.5028, 22.3978, -0.0682, 0.1392, -0.087
Si, 2.7487, 1.4146, 17.3396, 0.0485, -0.0542, 0.0743
Si, 8.3573, 2.92, 12.6955, -0.0647, -0.0635, 0.0808
Si, 5.1769, 7.4654, 17.9253, -0.0847, -0.0304, 0.1479
Si, 5.7264, 0.403, 9.7101, -0.2435, -0.002, -0.104
Si, 5.1507, 2.4851, 18.7535, -0.0218, -0.0094, 0.0418
Si, -0.3457, 1.7461, 17.6844, -0.0571, -0.0529, 0.0973
Si, -0.7794, 1.3594, 14.5206, 0.091, -0.0365, -0.0714
Si, 0.9855, 5.8504, 19.3403, 0.0343, -0.0184, 0.143
Si, 6.5741, 0.0494, 19.7555, 0.0788, -0.034, 0.1419
Si, 9.4334, 6.582, 23.1129, -0.0003, 0.1075, 0.0401
Si, 8.1748, 3.8147, 22.2111, 0.0955, -0.0167, -0.0497
Si, 13.2295, 5.5904, 9.8387, 0.1809, -0.1684, -0.089
Si, 5.1425, 2.1937, 15.8558, 0.0375, 0.073, 0.0951
Si, 3.7572, -0.4445, 20.9573, 0.0782, -0.0592, -0.1658
Si, 0.423, 8.0676, 14.0206, -0.0009, 0.0488, -0.0165
Si, 8.0868, 2.5759, 9.6951, 0.0845, 0.0739, -0.1133
O, 4.9485, 11.1439, 11.1365, 0.1831, -0.0571, -0.2114
O, 6.6538, -0.834, 13.58, 0.0745, -0.0831, 0.0062
O, 2.5181, 5.2807, 19.4109, 0.0064, 0.0095, -0.0258
O, 1.2681, 2.0112, 17.6331, -0.0383, 0.0208, -0.0188
O, 0.1807, -3.0499, 15.642, -0.0197, -0.0023, 0.0005
O, 4.7317, 6.706, 16.5551, 0.0356, -0.0457, -0.0597
O, -5.5742, -0.7111, 20.6042, -0.0713, 0.0234, 0.0136
O, 2.0392, 6.025, 15.8362, 0.0357, 0.0105, 0.0043
O, 5.0937, 4.6436, 12.5336, 0.0042, 0.0055, 0.0347
O, 1.2453, 6.6743, 10.4779, -0.009, -0.0102, 0.0295
O, 6.1731, 1.6395, 19.7035, 0.0023, 0.0605, -0.0513
O, 6.7744, -3.1923, 17.9033, -0.0234, -0.0133, -0.0544
O, -0.7151, 0.4436, 18.6005, 0.0291, 0.0448, -0.0771
O, 3.1309, 9.7123, 22.2552, -0.0168, 0.06, 0.0979
O, 0.8845, 8.4356, 22.4385, 0.0042, -0.065, 0.0526
O, 7.4474, 1.5447, 12.7537, 0.0332, 0.0191, -0.0104
O, 9.0964, 0.1205, 14.2142, -0.0493, -0.0135, 0.0127
O, 9.0709, 3.2068, 20.9799, -0.0451, 0.0716, 0.0148
O, 3.6658, 1.1143, 21.4917, 0.023, 0.0838, 0.1516
O, 3.7815, 2.397, 12.2702, 0.0254, 0, 0.0049
O, 6.7609, 4.3021, 21.5566, 0.0276, -0.0252, -0.0117
O, 10.9634, 4.7326, 20.0084, -0.0605, -0.0386, -0.0085
O, 3.4986, 2.1121, 16.0531, 0.0044, 0.0067, -0.0624
O, 5.6932, 0.6626, 15.5609, -0.0253, -0.028, -0.0141
O, 2.8015, -0.9125, 19.6861, 0.0473, 0.0173, 0.0161
O, 4.1633, 0.0328, 13.6397, 0.0963, -0.037, 0.0946
O, 6.1448, 6.1171, 14.4789, -0.0026, 0.1138, 0.0473
O, 0.4525, 6.1414, 17.8195, -0.0012, 0.04, -0.0972
O, 2.638, -0.206, 17.1357, 0.0116, 0.0287, -0.0695
O, 5.8247, 2.6489, 17.2743, -0.016, -0.0624, -0.0503
O, 1.4485, -1.6079, 13.7387, -0.076, -0.0437, 0.017
O, -0.8903, 8.3274, 10.5427, 0.1603, -0.0925, -0.0981
O, -0.0272, -0.467, 11.8423, -0.0722, -0.0744, 0.0103
O, 13.9138, 4.6371, 10.9713, -0.1171, 0.1841, -0.1922
O, 5.5398, 3.3736, 14.7997, -0.0241, -0.0209, 0.0402
O, 7.8185, -1.679, 16.04, 0.0205, -0.0679, -0.0503
O, 4.8699, 3.9631, 19.3267, 0.0318, -0.0114, -0.0145
O, 8.8494, 5.1011, 22.9143, -0.0117, 0.0333, -0.0153
O, 3.6982, 6.8949, 14.0348, 0.1061, 0.0521, 0.0158
O, -1.2455, 7.2419, 21.6431, -0.0766, -0.1332, 0.1208
O, 8.1151, -0.1127, 20.3443, -0.005, -0.0108, -0.1151
O, -0.9615, -2.5785, 13.2018, -0.0012, -0.0816, 0.0614
O, 4.8166, -4.3603, 19.2305, 0.0805, 0.0507, -0.0525
O, -6.672, 5.2859, 21.4872, 0.0596, -0.0562, 0.0042
O, 8.9733, 9.073, 18.4828, -0.0206, -0.0189, -0.141
O, 0.7154, 0.9251, 14.0135, -0.046, 0.024, 0.0652
O, 4.9184, 3.0222, 22.8202, -0.0422, -0.1274, 0.0011
O, 10.4912, -1.3545, 20.5251, 0.0407, -0.0344, 0.0048
O, 0.9299, 7.2726, 20.1234, -0.0569, 0.0524, 0.0535
O, -5.8492, 8.8253, 15.0683, 0.0744, -0.0192, 0.0122
O, 8.3983, -0.8868, 11.7866, -0.0289, 0.0396, 0.0196
O, 7.5778, 4.1958, 13.3274, 0.006, 0.071, 0.0405
O, -4.2279, -0.5364, 18.2343, -0.0576, -0.0605, -0.1523
O, 1.9387, 8.2574, 17.6015, 0.0329, 0.0073, -0.0358
O, 10.1015, 1.5959, 16.126, -0.0088, 0.0192, 0.0345
O, 4.4169, 8.8952, 18.0108, 0.0691, 0.0451, -0.0582
O, 13.2872, -10.6718, 11.9138, 0.0705, -0.0326, 0.0718
O, 6.9104, 1.4826, 9.9163, 0.0217, 0.0103, 0.1213
O, 1.1072, -4.2515, 13.4661, 0.0472, -0.0145, 0.0166
O, 2.645, 4.485, 13.6049, -0.0513, 0.0287, 0.0462
O, 9.6807, 2.6566, 13.6339, 0.0113, 0.0026, -0.0097
O, 8.6725, 3.1639, 11.1134, -0.0538, -0.0508, -0.1181
O, 3.7246, 1.6907, 18.6291, -0.0509, -0.0394, 0.003
O, -1.1229, 2.9883, 18.3699, -0.0173, -0.0077, -0.0663
H, 8.4808, -1.0827, 15.6466, -0.0008, 0.0281, 0.0408
O, -2.4254, 5.1805, 19.1873, 0.0163, 0.0083, -0.074
H, -3.3303, 4.9802, 18.9077, 0.0715, -0.0328, 0.0627

Results
free energy: -134561.624 eV
free energy less fixed offsets of H -15.97, O -568.88, Si -635.61 eV per atom: 1.156 eV

The program warned: the cutoff lies below the one the program advises for these potential files; the forces do not sum to zero within the program's tolerance; the exchange-correlation potential is rough where the density is thin.
